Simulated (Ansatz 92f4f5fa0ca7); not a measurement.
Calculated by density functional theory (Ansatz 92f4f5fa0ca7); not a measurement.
Periodic cell of 215 atoms, Si132O82As1, from a study of silicon, its oxide and their interface. The atomic structure is a simulated model.
Doubt: the cutoff is far below the 930 eV that the study's wrapper takes by default for these files, so forces and energies are approximate.
This geometry differs little from another in the collection (a relaxation step or a small displacement).

Settings
functional: PBE
potential files: Ansatz PAW
basis: plane waves
wave-function cutoff: 580 eV
density cutoff ratio: 5
exchange-correlation grid ratio: 1
k mesh: 1 x 1 x 1, Gamma-centred
self-consistency stop: 5e-08 eV per atom in the density residual
occupations: fixed
spin: none
net charge: +1 e, with a uniform compensating background and no finite-size correction

Cell vectors (angstrom)
a	10.938	0	0
b	0	10.938	0
c	0	0	31.5432

Atoms: element, x, y, z (angstrom)
Si	10.4356	0.574	24.3354
Si	6.0453	10.5026	24.1448
Si	2.1299	3.2462	24.0777
Si	8.7024	2.2564	24.3025
Si	0.5022	5.0541	24.1608
Si	5.0559	5.892	24.1894
Si	3.3985	7.6484	24.1557
Si	7.8316	8.828	23.9856
Si	1.3417	1.4807	25.4538
Si	6.923	1.2973	25.4995
Si	4.0271	4.1004	25.3206
Si	9.6703	4.0935	25.4177
Si	1.5017	6.813	25.3672
Si	6.8983	6.9482	25.2376
Si	4.2332	9.53	25.3402
Si	9.5282	9.6412	25.4324
Si	2.7818	0.0056	26.6349
Si	8.2275	-0.0283	26.9408
Si	0.0177	2.769	26.914
Si	5.4507	2.7342	26.6582
Si	2.7624	5.4375	26.8332
Si	8.2291	5.5228	26.6216
Si	0.043	8.2107	26.6437
Si	5.5563	8.1982	26.7905
Si	4.1107	1.3669	28.0641
Si	9.5967	1.3698	28.2369
Si	1.3968	4.12	28.2333
Si	6.8394	4.1333	28.0132
Si	4.1597	6.8237	28.1388
Si	9.6014	6.8492	28.0449
Si	1.3948	9.5903	28.0369
Si	6.8497	9.536	28.2369
Si	0.0554	-0.0216	29.5199
Si	5.4472	0.0144	29.486
Si	2.7704	2.7054	29.5185
Si	8.1722	2.7719	29.4679
Si	-0.0131	5.5045	29.4922
Si	5.5098	5.4476	29.4938
Si	2.7487	8.2165	29.4382
Si	8.2589	8.1625	29.5209
Si	1.3966	1.3552	30.9006
Si	6.8181	1.3829	30.8336
Si	4.13	4.0885	30.8735
Si	9.5568	4.1156	30.8335
Si	1.3755	6.8629	30.8265
Si	6.87	6.8048	30.8809
Si	4.0857	9.5813	30.8365
Si	9.607	9.5509	30.8836
Si	2.7492	-0.0284	0.7198
Si	8.1894	0.0066	0.6505
Si	-0.0253	2.7476	0.6672
Si	5.4728	2.7087	0.7068
Si	2.7161	5.4739	0.6552
Si	8.2211	5.4328	0.7146
Si	0.0385	8.1872	0.7101
Si	5.4676	8.2134	0.6465
Si	4.1172	1.3364	2.0788
Si	9.5298	1.3763	2.0264
Si	1.3254	4.1314	2.0418
Si	6.8722	4.0378	2.071
Si	4.0663	6.8791	2.0072
Si	9.6192	6.7816	2.0595
Si	1.3853	9.5468	2.0913
Si	6.8096	9.5857	2.0387
Si	-0.051	-0.0111	3.3474
Si	5.4719	-0.017	3.4991
Si	2.6871	2.7217	3.3411
Si	8.1931	2.673	3.5113
Si	-0.0062	5.4586	3.532
Si	5.406	5.4266	3.2714
Si	2.7424	8.1881	3.4991
Si	8.2667	8.2279	3.3219
Si	1.287	1.3644	4.6857
Si	6.8415	1.2958	4.9294
Si	4.0511	4.109	4.6698
Si	9.5363	4.0552	4.8925
Si	1.3586	6.8648	4.9105
As	6.8398	6.7953	4.6581
Si	4.1052	9.5607	4.8882
Si	9.5759	9.5689	4.7723
Si	2.6194	0.0379	6.1176
Si	8.2268	-0.128	6.2856
Si	-0.0268	2.6456	6.2132
Si	5.3732	2.7537	6.085
Si	2.7378	5.4229	6.1616
Si	8.1181	5.4138	6.23
Si	0.0102	8.301	6.2508
Si	5.5495	8.1577	6.1952
Si	3.4669	1.9358	7.1974
Si	10.0232	0.8291	7.4909
Si	1.7578	3.6483	7.3711
Si	6.1908	4.5049	7.4054
Si	4.6258	6.2905	7.2778
Si	9.179	7.2029	7.348
Si	0.8984	10.1619	7.541
Si	7.4293	8.8982	7.5124
O	4.5892	6.6335	8.8877
O	1.3676	3.9695	8.9497
O	9.7351	6.5257	8.7483
O	1.3031	10.1147	9.163
O	6.0633	4.2202	9.0371
O	3.6979	1.6222	8.7847
O	7.1299	8.9632	9.1458
O	9.6441	1.0732	9.082
O	8.2324	2.5394	22.7516
O	10.9929	5.5571	22.6504
O	5.6268	0.1008	22.6454
O	5.2984	5.3945	22.6326
O	2.1529	2.7974	22.4806
O	3.3306	7.8579	22.5103
O	8.3837	8.7433	22.4141
O	-0.1598	11.2298	22.7556
Si	2.1548	2.9691	12.8967
Si	8.6783	1.3114	10.3737
Si	1.0622	4.4987	15.3505
Si	7.5455	5.582	12.2135
Si	2.4149	8.1817	21.2049
Si	5.4072	7.7884	12.4806
Si	9.2647	0.4533	15.5063
Si	2.9133	-0.039	16.6637
Si	10.4676	1.157	12.6142
Si	7.7639	2.8301	21.2312
Si	9.1222	8.7818	14.4656
Si	1.4745	4.7723	10.3717
Si	4.4848	9.483	19.1343
Si	11.0742	6.0996	21.1138
Si	6.6132	10.4483	14.85
Si	5.3892	0.7321	21.1694
Si	2.3409	9.8041	10.4024
Si	0.4319	10.6335	21.3818
Si	5.8538	5.2538	21.1183
Si	3.6413	7.0865	10.1162
Si	9.0419	5.6844	14.8526
Si	3.6553	4.0847	19.09
Si	10.0317	3.6619	19.3232
Si	4.2519	8.6703	15.3668
Si	0.4542	1.918	17.1625
Si	6.7932	7.5338	19.2457
Si	5.2582	3.6235	16.7439
Si	7.7819	5.0081	17.5318
Si	6.6509	9.9257	10.3841
Si	4.3773	1.0489	10.1208
Si	-0.0441	9.0896	11.9091
Si	9.1032	8.633	20.9347
Si	4.5549	1.6674	14.5848
Si	2.4471	2.0836	21.0406
Si	6.3325	3.3363	10.3907
Si	3.4321	5.9159	16.7325
Si	9.879	6.5371	10.3712
O	0.1252	2.6296	18.5904
O	2.9217	9.6354	15.585
O	10.8607	4.8041	20.151
O	7.5804	2.412	9.9263
O	10.9341	5.3534	10.8132
O	6.5915	6.7381	12.8638
O	10.3184	8.0667	10.7702
O	7.6597	9.4549	13.9978
O	8.4121	6.2088	10.9826
O	5.3581	10.4779	20.0775
O	2.173	3.7352	11.4331
O	7.975	8.5467	19.7569
O	6.2055	6.7331	20.5473
O	5.5104	2.7169	15.4108
O	1.3048	0.9276	20.7003
O	6.0373	9.0524	11.6204
O	4.623	4.9913	16.1141
O	6.5941	3.8993	17.6423
O	10.5208	10.6689	11.8108
O	5.5801	0.4983	13.9906
O	8.016	5.0849	15.9355
O	9.7325	9.8142	15.5821
O	-0.3977	5.1537	15.1348
O	1.5732	6.8322	20.8061
O	1.501	0.6378	17.1839
O	6.5974	1.7683	20.8055
O	1.0158	1.788	12.8254
O	3.2403	5.4977	18.3254
O	9.5251	2.0133	11.5876
O	1.0134	3.0964	16.1812
O	8.5836	5.1416	13.3839
O	10.262	8.5709	13.3071
O	1.4457	9.3985	21.682
O	10.0774	9.9383	20.6104
O	3.1799	0.2061	10.8864
O	5.0808	2.3533	10.8395
O	1.7277	4.1534	13.9127
O	7.9082	10.8689	10.8475
O	9.133	4.4675	18.2353
O	5.6339	9.4966	15.7713
O	5.5237	-0.0345	9.733
O	3.5939	2.3101	13.396
O	1.9812	5.643	16.047
O	9.7133	1.0468	14.0456
O	4.3889	6.9393	11.5363
O	4.7518	4.4872	20.2161
O	9.9521	1.3396	16.657
O	6.6702	4.3168	11.6495
O	5.5837	8.4051	18.5747
O	9.0783	2.7329	20.2738
O	3.6012	1.1346	15.7841
O	4.2121	3.0775	17.9022
O	9.9187	7.2214	20.893
O	3.3383	8.6595	9.8142
O	3.9314	7.4261	16.3748
O	7.6308	0.4803	15.702
O	8.9157	7.297	15.0498
O	3.9317	1.4387	21.147
O	1.5859	9.132	11.7001
O	2.3359	6.1347	10.1399
O	7.3482	6.4571	18.1489
O	7.2188	4.3636	21.1203
O	4.5393	8.2413	13.7965
O	3.3331	8.66	19.9562
O	2.4903	3.2416	19.8751
O	3.7447	10.3681	17.9734

Results
free energy: -135411.206 eV
free energy less fixed offsets of As -4856.12, O -568.88, Si -635.61 eV per atom: -6.406 eV

Forces (eV/angstrom), in the order of the atoms: element, x, y, z
Si	0.0008	0.0017	0.0134
Si	0.0032	-0.0022	0.0173
Si	0.0009	0.0022	0.0176
Si	-0.0006	-0.0036	0.0164
Si	0.0048	-0.0036	0.0192
Si	-0.0018	0.0032	0.0159
Si	0	-0.0015	0.0156
Si	-0.0055	0.0008	0.0177
Si	0.0038	-0.0045	-0.009
Si	-0.005	0.0042	-0.0114
Si	0.0005	-0.0015	-0.0058
Si	-0.0014	0.0044	-0.0104
Si	-0.0039	0.002	-0.0081
Si	0.002	-0.0019	-0.0063
Si	-0.0011	0.0017	-0.0064
Si	0.0024	-0.0068	-0.0113
Si	-0.0021	-0.0005	-0.0008
Si	-0.0014	-0.0026	0.0413
Si	-0.0003	-0.0004	0.0392
Si	0.001	0.0004	-0.0034
Si	0.0057	0.002	0.0257
Si	-0.002	-0.0015	-0.0015
Si	0.001	0.0009	-0.0023
Si	-0.0013	-0.0026	0.0194
Si	0.0015	-0.001	-0.0034
Si	-0.0013	0.0028	-0.027
Si	-0.0076	0.0016	-0.0215
Si	-0.004	0.0036	-0.0049
Si	0.0001	-0.006	-0.0236
Si	0.0012	0.0033	-0.0057
Si	0.0009	-0.0006	-0.0041
Si	0.0124	0.0092	-0.0212
Si	-0.0021	0.0049	0.0048
Si	0.0006	-0.0069	0.0058
Si	-0.0035	0.003	0.0048
Si	0.0106	-0.005	0.006
Si	0.006	-0.0087	0.0052
Si	0.0004	0.008	0.0013
Si	0.0047	-0.0004	0.0058
Si	-0.01	0.0025	0.0034
Si	0.0056	-0.005	0.0022
Si	-0.0077	0.0046	-0.0034
Si	0.0037	-0.0068	-0.0026
Si	-0.0067	0.007	0.0027
Si	-0.0067	0.0071	-0.0032
Si	0.0056	-0.0067	0.0026
Si	-0.0038	0.0055	0.0015
Si	0.0056	-0.0048	-0.0022
Si	0.0043	-0.0041	0.0051
Si	-0.0016	0.0042	0.0049
Si	-0.0053	0.0021	0.002
Si	0.0029	-0.0026	0.0063
Si	-0.0034	0.0008	0.0017
Si	0.0025	-0.0029	0.0009
Si	0.0033	-0.005	0.007
Si	-0.0027	0.0019	-0.003
Si	-0.0061	-0.0011	-0.0083
Si	0.0096	-0.0014	0.0011
Si	-0.0024	-0.0062	0.0009
Si	0.0001	0.0076	-0.0036
Si	0.0054	0.0086	0.0018
Si	-0.0099	0.0026	-0.0027
Si	0.0001	0.0071	-0.0088
Si	-0.0045	-0.0052	0.0018
Si	0.003	0.0109	0.0068
Si	0.007	0.0059	0.0011
Si	0.0114	0.0019	0.0179
Si	-0.013	-0.0007	-0.0016
Si	-0.0003	0.0109	0.0029
Si	-0.0161	-0.035	0.0275
Si	-0.0068	-0.0119	0.0001
Si	0.0401	0.0244	0.0192
Si	-0.0053	-0.0009	-0.0315
Si	0.0001	0.0006	0.0069
Si	0.0048	0.0182	-0.0393
Si	0.0046	-0.0032	0.0011
Si	0.0052	0.0034	0.0046
As	-0.0043	0	0.036
Si	0.0075	-0.0094	0.0066
Si	-0.0215	-0.0175	-0.0303
Si	0.0069	-0.0074	0.0126
Si	0.0012	0.0023	0.0106
Si	-0.0038	0.0017	0.0193
Si	0.0062	-0.0156	0.0011
Si	0.0032	0.0025	0.013
Si	-0.0132	0.0225	-0.0082
Si	-0.0036	-0.0201	-0.001
Si	0.0183	-0.0136	0.002
Si	-0.0067	0.0099	-0.0132
Si	-0.002	0.0028	-0.031
Si	0.0085	-0.0025	-0.0332
Si	0.0048	0.0076	-0.0334
Si	-0.0078	0.0077	-0.0441
Si	-0.0044	0.0182	-0.0533
Si	-0.006	0.0016	-0.0159
Si	-0.0162	-0.0119	-0.0521
O	-0.0086	0.0111	0.0384
O	-0.007	0.0114	0.0293
O	0.0118	-0.0197	0.0478
O	0.0107	-0.0022	0.0193
O	0.0027	-0.0157	0.0388
O	0.0163	-0.0097	0.0305
O	-0.0099	0.0164	0.0477
O	-0.0105	0.0049	0.0284
O	-0.0098	0.007	-0.023
O	-0.0051	0.0104	-0.0221
O	-0.0085	0.0132	-0.0211
O	0.0092	-0.0072	-0.0226
O	0.0043	-0.0124	-0.0227
O	-0.0084	0.0055	-0.0186
O	0.0122	-0.0027	-0.0201
O	0.0097	-0.0086	-0.019
Si	-0.0055	0.0018	0.0048
Si	-0.0053	-0.0063	-0.0106
Si	0.0044	-0.0027	0.0026
Si	-0.0066	0.0012	0.0046
Si	0.0035	-0.0069	0.0022
Si	0.0035	-0.0001	-0.0003
Si	0.0039	0.0024	0.0003
Si	0.004	0.0008	0.0056
Si	0.0006	-0.0018	0.0056
Si	0.0033	-0.0068	-0.0003
Si	0.0052	-0.0036	0.0056
Si	-0.0044	-0.0025	-0.0133
Si	0.0012	0.0021	-0.0014
Si	0.0028	0.0006	0.001
Si	0.0008	-0.001	0.0101
Si	0.0042	-0.0079	-0.0011
Si	0.0029	0.0093	-0.0051
Si	-0.0068	0.0051	-0.0025
Si	-0.0037	0.0025	0.0043
Si	-0.0018	-0.0074	-0.0125
Si	-0.0035	-0.0019	0.0042
Si	0.0004	-0.0056	0.0017
Si	-0.0026	0.0029	-0.0028
Si	0.0028	-0.0005	0.0006
Si	-0.0019	0.0014	0.0015
Si	0.0015	0.0016	-0.0041
Si	-0.0003	-0.0007	0.0027
Si	0.0025	0.0039	0.0004
Si	-0.0021	0.0009	-0.0167
Si	0.0007	0.0061	-0.0132
Si	0.0055	-0.0034	0.0045
Si	-0.0008	0.0039	0.0002
Si	-0.0052	0.0013	0.005
Si	-0.006	0.0025	0.0033
Si	-0.001	0.0012	-0.0096
Si	-0.0002	-0.0017	0.0027
Si	0.0062	-0.0084	-0.0045
O	0.0033	-0.004	0.0013
O	-0.001	-0.0004	-0.0053
O	-0.0036	-0.0094	-0.0009
O	0.002	-0.0009	0.0026
O	-0.0023	0.0001	-0.0056
O	0.0018	0.0004	-0.0097
O	0.0054	0.0151	-0.0003
O	-0.0021	0.0011	-0.0071
O	-0.0149	-0.0068	0.0019
O	-0.0043	-0.0075	0.0011
O	0.0055	-0.0117	0.0074
O	-0.0074	-0.0028	-0.0005
O	0.0027	0.0047	0.0028
O	0.0004	0.0014	-0.0034
O	0.0019	0.0011	0.0064
O	-0.0101	-0.013	0.0046
O	-0.0024	0.0013	-0.0013
O	-0.0022	-0.002	0.0009
O	-0.0008	0.0088	-0.0045
O	0.0003	0.0008	-0.0064
O	0.0007	-0.0013	-0.0026
O	-0.0001	-0.0002	-0.0021
O	0.0016	0.0004	-0.0039
O	-0.0007	-0.0001	0.0072
O	0.0004	-0.0001	0.0001
O	0.0004	0.0024	0.0089
O	-0.0025	-0.001	-0.0074
O	0.0004	0.0034	-0.0005
O	0.0101	0.0004	0.0013
O	0	0.0009	-0.0017
O	0.0057	0.0003	0.0014
O	-0.0094	0.0001	0.0053
O	-0.0006	0.0006	0.0063
O	-0.0024	-0.003	0.0061
O	-0.0032	-0.0035	-0.0055
O	-0.0006	-0.0029	-0.0082
O	-0.0045	0.0033	0.0031
O	0.0044	0.0073	-0.0076
O	-0.0037	0.0023	-0.0003
O	0.0009	0.0005	-0.0013
O	0.001	0.002	0.0038
O	0.0048	-0.002	-0.0028
O	-0.0005	-0.0014	-0.005
O	-0.0037	-0.0027	0.0036
O	0.0125	0.0022	0.0076
O	-0.0076	-0.0031	-0.0002
O	-0.0007	-0.0011	0.0011
O	0.0058	0.0103	-0.001
O	-0.0008	0.0003	0.0034
O	0.0066	0.0037	0.0005
O	-0.0011	-0.0022	-0.0019
O	0.0038	0.0012	-0.0026
O	0.0004	-0.0006	0.0077
O	-0.0035	0.0001	-0.0002
O	-0.0013	-0.0019	-0.0016
O	-0.0005	-0.0003	-0.0025
O	-0.001	0.0017	-0.0027
O	0.0029	0.0006	0.0087
O	-0.0114	-0.0023	-0.0011
O	0.006	0.0026	-0.0066
O	0.0015	-0.0054	-0.0002
O	-0.0009	-0.0001	0.008
O	-0.0055	0.0045	0.0055
O	0.0089	0.005	-0.0027
O	0.0043	0.0091	-0.0018
O	-0.0048	0.0019	-0.0048

The program warned: the cutoff lies below the one the program advises for these potential files; the exchange-correlation potential is rough where the density is thin.
